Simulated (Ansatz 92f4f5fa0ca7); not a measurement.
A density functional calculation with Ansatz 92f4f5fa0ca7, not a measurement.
Periodic cell of 220 atoms, Si132O88, from a study of silicon, its oxide and their interface. The atomic structure is a simulated model.
Doubt: the cutoff is far below the 930 eV that the study's wrapper takes by default for these files, so forces and energies are approximate.
This geometry differs little from another in the collection (a relaxation step or a small displacement).

Settings: functional PBE; potential files Ansatz PAW; basis plane waves; wave-function cutoff 580 eV; density cutoff ratio 5; exchange-correlation grid ratio 1; k mesh 1 x 1 x 1, Gamma-centred; self-consistency stop 5e-08 eV per atom in the density residual; occupations fixed; spin none; net charge 0.

Cell vectors (angstrom)
a, 10.938, 0, 0
b, 0, 10.938, 0
c, 0, 0, 31.9049

Atoms and the computed forces on them: element, x, y, z (angstrom), force x, y, z (eV/angstrom)
Si, -0.0897, 0.2503, 24.5618, -0.0016, 0.0003, 0.0018
Si, 5.8573, -0.2917, 24.2155, 0.0007, -0.0006, -0.0009
Si, 2.5312, 2.9569, 24.6787, -0.0001, -0.0004, -0.0001
Si, 8.5606, 2.4461, 24.4122, -0.0006, -0.001, 0.0023
Si, 0.3815, 5.2433, 24.4896, -0.0005, -0.0004, -0.0015
Si, 5.1991, 5.95, 24.2542, 0.0013, 0.0002, -0.0011
Si, 2.8063, 8.0662, 24.4321, -0.0004, -0.0001, -0.0038
Si, 8.1401, 8.4378, 24.534, -0.0004, 0.0005, -0.0014
Si, 1.3741, 1.4142, 25.9513, -0.0003, 0.0005, -0.0008
Si, 6.866, 1.3541, 25.646, 0.0003, -0.0003, 0.0006
Si, 4.2141, 4.2175, 25.679, -0.0001, -0.0005, 0.0003
Si, 9.5985, 4.1336, 25.7004, 0.0003, -0.0004, -0.0002
Si, 1.4154, 6.8362, 25.8558, -0.0006, 0.0007, 0.0005
Si, 6.8378, 6.879, 25.709, -0.0003, -0.0003, -0.0006
Si, 4.1246, 9.6508, 25.5975, 0.0003, 0.0007, -0.0002
Si, 9.6539, 9.6118, 25.8427, -0.0002, -0.0002, 0.0001
Si, 2.7841, -0.0196, 27.1218, -0.0003, 0.0003, -0.0002
Si, 8.1976, 0.0179, 27.1305, 0.0009, 0.0009, -0.0008
Si, -0.0514, 2.7842, 27.1827, -0.0002, -0.0005, -0.0009
Si, 5.4942, 2.7386, 27.0492, 0.0003, 0, -0.0007
Si, 2.7974, 5.4529, 27.152, 0, -0.0008, 0
Si, 8.1856, 5.4711, 27.0755, -0.0002, 0.0002, -0.0004
Si, 0.0132, 8.1856, 27.1622, -0.0002, 0.0003, -0.0013
Si, 5.4407, 8.2427, 27.0774, 0.0006, -0.0005, 0.0001
Si, 4.1018, 1.3673, 28.4867, 0.2549, 0.1629, -0.2096
Si, 9.5708, 1.3673, 28.4867, -0.3129, 0.1361, 0.3531
Si, 1.3673, 4.1018, 28.4867, 0.1396, 0.1044, 0.2437
Si, 6.8362, 4.1018, 28.4867, 0.0923, -0.1747, -0.285
Si, 4.1018, 6.8362, 28.4867, 0.1876, 0.2864, 0.1417
Si, 9.5708, 6.8362, 28.4867, -0.2435, -0.169, -0.0249
Si, 1.3673, 9.5708, 28.4867, 0.3186, -0.0937, 0.0756
Si, 6.8362, 9.5708, 28.4867, -0.1509, 0.0196, -0.084
Si, 0, 0, 29.8539, 0.0357, 0.0483, -0.0467
Si, 5.469, 0, 29.8539, 0.0821, 0.0657, 0.0013
Si, 2.7345, 2.7345, 29.8539, -0.0388, 0.0067, -0.0459
Si, 8.2035, 2.7345, 29.8539, 0.016, -0.0458, 0.0385
Si, 0, 5.469, 29.8539, 0.0753, 0.0388, 0.0081
Si, 5.469, 5.469, 29.8539, 0.0509, 0.0917, -0.033
Si, 2.7345, 8.2035, 29.8539, -0.0122, 0.0226, 0.0337
Si, 8.2035, 8.2035, 29.8539, -0.0265, -0.039, -0.0304
Si, 1.3673, 1.3673, 31.2212, 0.0577, 0.0399, -0.0093
Si, 6.8362, 1.3673, 31.2212, -0.0081, 0.0232, -0.0083
Si, 4.1018, 4.1018, 31.2212, -0.0716, -0.0631, -0.0176
Si, 9.5708, 4.1018, 31.2212, 0.008, -0.0304, -0.0289
Si, 1.3673, 6.8362, 31.2212, -0.0486, 0.0095, -0.0262
Si, 6.8362, 6.8362, 31.2212, -0.002, -0.0211, 0.0069
Si, 4.1018, 9.5708, 31.2212, -0.0064, 0.0014, -0.0304
Si, 9.5708, 9.5708, 31.2212, 0.007, -0.0099, -0.0177
Si, 2.7345, 0, 0.6835, -0.0319, -0.0439, 0.0404
Si, 8.2035, 0, 0.6835, -0.019, 0.0367, 0.0153
Si, 0, 2.7345, 0.6835, -0.0428, -0.0203, 0.0161
Si, 5.469, 2.7345, 0.6835, 0.0538, -0.0322, 0.0009
Si, 2.7345, 5.469, 0.6835, -0.0525, 0.0738, 0.0136
Si, 8.2035, 5.469, 0.6835, 0.039, -0.01, 0.0421
Si, 0, 8.2035, 0.6835, 0.0855, -0.0221, -0.0135
Si, 5.469, 8.2035, 0.6835, -0.0269, 0.018, 0.0144
Si, 4.1018, 1.3673, 2.0507, -0.0615, 0.1197, 0.0752
Si, 9.5708, 1.3673, 2.0507, 0.0804, 0.0478, -0.0167
Si, 1.3673, 4.1018, 2.0507, 0.0862, -0.1252, 0.0084
Si, 6.8362, 4.1018, 2.0507, -0.1732, -0.1702, 0.0173
Si, 4.1018, 6.8362, 2.0507, -0.0269, -0.0621, -0.0189
Si, 9.5708, 6.8362, 2.0507, -0.0018, 0.0227, 0.0203
Si, 1.3673, 9.5708, 2.0507, -0.1381, -0.0565, 0.0297
Si, 6.8362, 9.5708, 2.0507, -0.0377, -0.0242, -0.0387
Si, 0, 0, 3.418, -0.0592, -0.1625, -0.1308
Si, 5.469, 0, 3.418, 0.1687, -0.5687, 0.4309
Si, 2.7345, 2.7345, 3.418, -0.1082, 0.0911, -0.1549
Si, 8.2035, 2.7345, 3.418, -0.0397, -0.2616, -0.4206
Si, 0, 5.469, 3.418, -0.0383, 0.2501, 0.3206
Si, 5.469, 5.469, 3.418, -0.2383, 0.1312, -0.4706
Si, 2.7345, 8.2035, 3.418, 0.1752, 0.1058, 0.155
Si, 8.2035, 8.2035, 3.418, 0.022, 0.2708, 0.1295
Si, 1.4209, 1.2904, 4.7421, -0.0031, -0.0001, -0.0024
Si, 6.9459, 1.2636, 4.7786, 0.0025, -0.0009, -0.0002
Si, 4.0721, 4.1496, 4.7541, -0.0007, -0.0028, -0.0027
Si, 9.482, 4.1263, 4.7492, 0.0005, 0.0009, 0.0021
Si, 1.3356, 6.9082, 4.8221, 0.0004, -0.0018, 0.0002
Si, 6.7838, 6.8481, 4.7424, -0.0011, -0.0039, -0.0003
Si, 4.0753, 9.5384, 4.8724, -0.0022, 0.001, 0.0023
Si, 9.55, 9.5908, 4.8274, -0.0002, -0.0008, -0.0046
Si, 2.5551, -0.2048, 6.2327, 0.002, -0.0017, -0.0001
Si, 8.164, -0.1119, 6.3566, -0.0019, 0.0028, -0.0006
Si, -0.2002, 2.5649, 5.9179, -0.0014, -0.0015, -0.0004
Si, 5.4967, 2.6496, 5.9223, -0.0021, 0.0019, 0.0037
Si, 2.5897, 5.4368, 6.1824, -0.0001, -0.0008, 0.0024
Si, 8.0482, 5.4558, 6.11, 0.0012, -0.0021, -0.0007
Si, -0.0515, 8.2336, 6.2177, -0.0001, 0.0027, 0.0023
Si, 5.4099, 7.999, 6.2773, -0.0012, 0.0032, 0.0001
Si, 3.8383, 1.5895, 7.152, 0.0014, 0.0004, -0.0018
Si, 9.8174, 1.1606, 7.5693, 0.0021, 0.0054, 0.0005
Si, 1.3628, 3.6638, 7.1603, 0.0018, 0.0019, -0.0027
Si, 6.5554, 4.1166, 7.3913, -0.004, -0.0002, -0.0022
Si, 4.1597, 6.3556, 7.6831, -0.0043, 0.0017, -0.0012
Si, 9.3041, 6.9438, 7.3769, -0.0057, 0.0075, -0.0047
Si, 0.822, 9.6198, 7.9607, 0.0041, 0.0006, -0.0159
Si, 7.0264, 9.0938, 7.6186, 0.0006, 0.0033, 0.0006
O, 1.4372, 4.0441, 24.0414, -0.0003, -0.0001, -0.0012
O, 5.5218, 11.0269, 22.6406, 0, 0.0001, -0.0017
O, 2.7232, 2.7804, 7.0081, -0.0001, 0.0009, 0.0004
O, 8.1831, 7.9803, 8.0446, -0.0013, -0.0107, -0.0046
O, 5.1271, 4.7516, 8.3363, 0.0018, -0.0076, 0.0008
O, 0.1521, 0.214, 7.9987, 0.0042, -0.0166, 0.002
O, 3.9417, 6.9697, 23.9843, 0, 0.0003, 0.0012
O, 9.6894, 1.303, 24.0881, 0.0018, 0.0014, -0.0043
O, 2.3411, 9.3346, 8.6264, 0.016, 0.0021, -0.0006
O, 0.9282, 3.4512, 8.7454, -0.0017, 0.0002, 0.0043
O, 9.3944, 1.9946, 8.9405, -0.0015, 0.0012, 0.001
O, 6.3509, 9.5914, 9.0335, 0.0003, -0.0006, 0.0002
O, 4.3689, 1.9918, 8.7204, 0.0012, 0.0002, -0.0004
O, 3.6321, 7.0435, 9.0808, -0.0011, 0.0007, -0.0007
O, 7.3044, 3.5203, 8.7202, 0.0035, 0.0001, 0.0029
O, 10.0695, 6.0324, 8.5284, 0.0039, 0.0014, 0.0064
O, 3.1594, 2.0121, 23.4542, 0.0003, -0.0001, -0.0015
O, 4.5835, 1.923, 21.0806, -0.0001, 0, -0.0011
O, 8.1031, 2.8559, 22.8841, -0.0008, 0.0005, -0.0021
O, 10.9116, 6.0301, 23.0922, 0.0003, -0.0001, -0.0005
O, 7.005, 9.4898, 23.9788, -0.0012, -0.0009, -0.0009
O, 2.018, 8.4979, 23.0385, 0.0002, -0.0004, -0.0004
O, 5.7646, 5.8167, 22.6922, -0.0002, -0.0001, -0.0025
O, 0.6029, 10.7042, 23.161, 0.0006, -0.0005, -0.0012
Si, 2.959, 8.3881, 9.802, 0.002, 0.0007, -0.0059
Si, -1.0937, 3.4696, 19.1902, -0.0001, 0, 0.0005
Si, 3.1101, 10.5113, 19.778, 0, -0.0004, 0.0009
Si, 1.8965, 2.4562, 19.5372, -0.0001, -0.0002, 0.0003
Si, 6.6848, 2.3105, 14.3898, -0.0007, -0.0002, -0.0006
Si, 9.8459, -1.516, 13.344, -0.0017, 0, 0.0026
Si, 2.2275, 19.0396, 15.4777, 0.0005, -0.0006, 0
Si, 9.4288, 3.6993, 14.0488, -0.0003, -0.0009, -0.0002
Si, 5.7226, 9.6671, 10.536, -0.0005, 0.0005, 0.0001
Si, -4.0227, 10.9667, 16.5975, -0.0002, -0.0001, -0.0002
Si, 1.5886, 3.923, 10.1495, 0.0029, -0.0038, -0.0015
Si, 2.78, 12.2197, 15.0237, 0.0004, 0.0004, -0.0004
Si, 11.3765, 10.5155, 15.552, 0.0008, 0.0001, 0.0007
Si, 0.1295, -2.5564, 10.7435, 0.0118, 0.0066, 0.01
Si, 4.5076, 3.442, 9.4541, 0.0004, 0.0034, -0.0002
Si, -3.1081, 12.0778, 19.1331, -0.0003, -0.0002, 0.0005
Si, 1.9492, -5.6605, 14.8809, 0.0004, -0.0007, 0
Si, 4.396, 3.7002, 16.0311, 0, -0.0001, -0.0006
Si, 3.861, 4.9259, 18.7361, 0.0002, 0.0002, 0
Si, 5.3454, 4.8103, 21.4693, 0.0003, 0.0004, 0.0004
Si, 13.1817, 7.6689, 18.4716, -0.0001, 0, 0.0001
Si, 8.462, 3.0325, 9.773, -0.0002, -0.0023, -0.001
Si, -2.7383, 4.0344, 21.7718, 0.0002, -0.0001, 0.0013
Si, 10.6202, -2.9457, 20.0303, -0.0001, -0.0003, 0.0008
Si, 9.0162, 6.679, 14.3336, -0.0008, -0.001, 0.0005
Si, 3.4197, 2.6195, 21.9729, 0, -0.0006, 0.0009
Si, 1.2984, 9.662, 22.1453, 0.0001, 0.0002, 0.0002
Si, 4.7139, 9.7229, 15.0853, -0.0004, 0, 0
Si, -1.5322, -1.0515, 17.9046, -0.0003, -0.0005, 0.0005
Si, 5.5171, 11.5302, 21.093, 0.0002, -0.0002, 0.001
Si, 9.5253, 6.5858, 22.4354, -0.0004, -0.0001, 0.0006
Si, 10.2046, 5.6713, 10.1144, -0.0002, -0.0078, -0.0003
Si, -3.9394, 8.6504, 13.1021, -0.0017, -0.0009, -0.0001
Si, 1.2185, 3.0082, 12.962, 0.0005, -0.0005, -0.0005
Si, -0.7522, 4.9681, 16.4891, 0.0002, -0.0002, -0.0001
Si, 6.2145, 1.8181, 11.4292, -0.0009, 0.0005, 0.0003
O, -5.3851, 10.115, 16.4182, 0, -0.0002, -0.0003
O, 4.7617, 4.3077, 17.5053, -0.0001, -0.0002, -0.0004
O, 3.1692, 4.2316, 9.8923, -0.0022, -0.0001, -0.0001
O, 5.3332, 3.0752, 10.7996, 0.0009, -0.0007, 0
O, 1.4057, 0.8593, 15.7982, -0.0003, -0.0003, -0.0003
O, 2.7197, 14.7002, 18.965, -0.0001, -0.0002, -0.0007
O, -0.3737, 2.8053, 13.2837, -0.0005, -0.0001, -0.0002
O, -0.1125, 8.995, 9.2616, -0.0278, -0.0064, 0.0207
O, 2.4327, 10.4181, 21.2613, 0, -0.0001, -0.0015
O, 0.796, 5.2766, 10.5358, -0.0025, 0.0029, 0.0003
O, 10.0202, -3.0061, 14.0337, 0.0008, 0.0001, -0.0009
O, 3.546, 2.2984, 16.0455, -0.0002, -0.0001, -0.0004
O, 1.3911, -1.5809, 14.9245, -0.0001, -0.0003, -0.001
O, -2.5168, 5.4155, 22.5969, 0, -0.0003, -0.0011
O, -1.2069, 8.5364, 18.764, 0, -0.0002, -0.0007
O, 1.6601, 7.8194, 16.9679, -0.0001, -0.0002, -0.0006
O, 8.1449, -1.0508, 16.8372, -0.0002, -0.0002, -0.0008
O, 11.0973, 9.134, 21.0982, -0.0003, -0.0003, -0.0012
O, 2.0105, 2.5705, 21.1653, -0.0002, -0.0001, -0.0013
O, 1.7496, 8.0032, 10.8433, -0.0075, 0.0007, 0.0033
O, 4.7973, 5.2934, 20.0182, -0.0002, -0.0001, -0.0009
O, -1.2173, 6.9244, 20.8557, 0, -0.0001, -0.0013
O, -1.6544, 6.2586, 15.9314, 0, 0.0003, -0.0007
O, -2.6821, 9.6886, 13.0994, 0.0003, 0.0008, -0.0004
O, -0.217, -0.7076, 17.0107, 0.0004, 0, -0.0009
O, 6.5041, 8.6089, 11.5349, 0.0005, -0.0005, -0.0004
O, 4.1542, 9.2028, 10.5467, -0.0005, 0, 0.0013
O, 1.9949, 6.8461, 14.4873, -0.0003, 0.0002, -0.0004
O, 13.2094, 12.9005, 13.6297, -0.0002, -0.0001, -0.0002
O, 5.7372, 9.2767, 13.9113, 0.0004, -0.0004, -0.0007
O, 1.0218, 7.2523, 19.4634, 0.0001, 0, -0.001
O, 5.8208, 11.2435, 10.9645, 0, -0.0003, -0.0003
O, -1.2633, 3.6457, 15.6695, -0.0002, -0.0001, -0.0007
O, 10.0404, 7.0794, 10.9486, 0.0027, 0.0084, -0.0037
O, 3.4477, 4.8211, 15.3225, -0.0004, 0, -0.0003
O, 1.4357, 2.8448, 11.3531, -0.0001, 0.0003, -0.0003
O, 7.5252, 7.2321, 13.8142, 0.0003, 0.0001, -0.0006
O, 8.9743, 7.895, 23.219, 0.0002, -0.0002, -0.0012
O, 0.313, 2.6214, 19.1477, 0.0002, -0.0003, -0.0008
O, -3.9161, 11.8899, 20.5457, 0.0001, -0.0001, -0.0012
O, 3.7831, 10.9913, 14.6336, -0.0002, -0.0003, -0.0001
O, 5.7811, 3.3953, 15.2214, 0.0002, -0.0002, -0.0003
O, -1.4763, 3.9399, 20.7182, 0.0003, -0.0001, -0.0013
O, -4.2072, 4.0334, 21.0575, -0.0004, -0.0001, -0.0012
O, 4.7391, -0.4068, 20.0431, 0, -0.0001, -0.0009
O, 3.2599, 6.4032, 18.3873, -0.0001, -0.0001, -0.0007
O, 4.0414, 4.1064, 22.173, 0, -0.0001, -0.0011
O, 6.7452, 0.9273, 17.9389, 0, -0.0003, -0.0006
O, 2.8379, 9.1433, 18.9114, -0.0002, -0.0003, -0.0011
O, -0.2448, 9.4339, 11.9491, 0.0004, -0.0022, -0.0078
O, 5.9198, 1.8234, 13.034, 0.0002, -0.0002, -0.0001
O, -0.9641, 4.702, 18.0937, -0.0001, -0.0002, -0.0007
O, -1.8928, 10.9876, 19.054, 0, -0.0002, -0.0007
O, 11.7872, 5.0876, 16.0961, 0.0001, -0.0001, -0.0005
O, 7.1106, 1.027, 15.314, 0.0002, -0.0002, -0.0003
O, -7.1266, 8.4448, 15.4972, -0.0007, -0.0003, -0.0003
O, -2.9502, 3.0482, 13.7918, 0.0002, 0, -0.0003
O, 13.4412, 11.9056, 19.0838, -0.0001, 0.0002, -0.001
O, 8.5414, 2.5645, 18.8149, 0, -0.0003, -0.0007
O, 1.5654, 4.5039, 13.5061, -0.0003, -0.0002, -0.0003
O, 9.2193, 4.3679, 10.3896, 0.0013, 0.0036, 0.0004
O, 7.7511, 2.1933, 10.9843, -0.0001, -0.0003, 0
O, 10.2709, -0.2915, 14.3561, -0.0007, -0.0006, -0.0018
O, 9.3918, 5.2772, 13.5419, 0.0002, 0.0003, -0.0009

Results
free energy: -133959.353 eV
free energy less fixed offsets of O -568.88, Si -635.61 eV per atom: 2.607 eV

The program warned: the cutoff lies below the one the program advises for these potential files; the forces do not sum to zero within the program's tolerance; the exchange-correlation potential is rough where the density is thin.
